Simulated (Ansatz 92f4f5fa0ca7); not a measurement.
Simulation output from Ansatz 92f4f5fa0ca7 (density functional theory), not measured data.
Periodic cell of 223 atoms, Si131O90P2, from a study of silicon, its oxide and their interface. The atomic structure is a simulated model.
Doubt: the cutoff is far below the 930 eV that the study's wrapper takes by default for these files, so forces and energies are approximate.
This geometry differs little from another in the collection (a relaxation step or a small displacement).

Settings
functional: PBE
potential files: Ansatz PAW
basis: plane waves
wave-function cutoff: 580 eV
density cutoff ratio: 5
exchange-correlation grid ratio: 1
k mesh: 1 x 1 x 1, Gamma-centred
self-consistency stop: 5e-08 eV per atom in the density residual
occupations: fixed
spin: none
net charge: 0

Cell vectors (angstrom)
a, 10.938, 0, 0
b, 0, 10.938, 0
c, 0, 0, 32.1988

Atoms: element, x, y, z (angstrom)
Si, 10.7187, 0.1695, 24.8245
Si, 5.7696, 10.6275, 24.7372
Si, 2.5715, 2.8252, 24.6047
Si, 8.5551, 2.4619, 24.8854
Si, 0.3064, 5.0654, 24.8178
Si, 5.1684, 5.6934, 24.6939
Si, 2.9762, 7.9819, 24.6133
Si, 8.0192, 8.4312, 24.732
P, 1.939, 0.7396, 25.3257
Si, 6.8921, 1.2898, 26.0724
Si, 4.0327, 4.0662, 26.0251
Si, 9.6699, 4.0195, 26.2473
Si, 1.4293, 6.787, 25.9866
Si, 6.8275, 6.8118, 26.0048
Si, 4.1733, 9.4681, 26.0242
Si, 9.5344, 9.6002, 26.1727
Si, 2.7796, -0.0506, 27.2869
Si, 8.2049, 0.0091, 27.5522
P, 0.0438, 2.6694, 27.5192
Si, 5.4813, 2.7229, 27.3477
Si, 2.7038, 5.4195, 27.4453
Si, 8.2029, 5.4625, 27.3902
Si, 0.0193, 8.1519, 27.3676
Si, 5.504, 8.1321, 27.448
Si, 4.0742, 1.3745, 28.7089
Si, 9.5845, 1.4317, 28.8554
Si, 1.29, 4.0849, 28.8213
Si, 6.8231, 4.1019, 28.7526
Si, 4.0891, 6.7984, 28.8013
Si, 9.5605, 6.835, 28.7644
Si, 1.3677, 9.5781, 28.7084
Si, 6.8118, 9.5537, 28.8388
Si, 0.0141, -0.0034, 30.136
Si, 5.4356, 0.0161, 30.14
Si, 2.7244, 2.7333, 30.13
Si, 8.1783, 2.7593, 30.166
Si, -0.0217, 5.4855, 30.1631
Si, 5.4702, 5.4568, 30.1526
Si, 2.7281, 8.2148, 30.1271
Si, 8.2105, 8.1987, 30.1585
Si, 1.3673, 1.3673, 31.515
Si, 6.8362, 1.3673, 31.515
Si, 4.1018, 4.1018, 31.515
Si, 9.5708, 4.1018, 31.515
Si, 1.3673, 6.8362, 31.515
Si, 6.8362, 6.8362, 31.515
Si, 4.1018, 9.5708, 31.515
Si, 9.5708, 9.5708, 31.515
Si, 2.7345, 0, 0.6835
Si, 8.2035, 0, 0.6835
Si, 0, 2.7345, 0.6835
Si, 5.469, 2.7345, 0.6835
Si, 2.7345, 5.469, 0.6835
Si, 8.2035, 5.469, 0.6835
Si, 0, 8.2035, 0.6835
Si, 5.469, 8.2035, 0.6835
Si, 4.1255, 1.3573, 2.0558
Si, 9.5689, 1.3543, 2.0529
Si, 1.3715, 4.1184, 2.0374
Si, 6.8496, 4.0865, 2.058
Si, 4.1076, 6.8267, 2.0551
Si, 9.5796, 6.8346, 2.0509
Si, 1.385, 9.5468, 2.0523
Si, 6.8314, 9.5882, 2.0507
Si, -0.0007, -0.0369, 3.389
Si, 5.4929, 0.0096, 3.47
Si, 2.7794, 2.7784, 3.3663
Si, 8.1944, 2.6961, 3.4473
Si, 0.0234, 5.4781, 3.4318
Si, 5.4866, 5.4626, 3.4101
Si, 2.7719, 8.2051, 3.4477
Si, 8.2119, 8.2233, 3.3822
Si, 1.4, 1.3831, 4.6319
Si, 6.8523, 1.3443, 4.9064
Si, 4.1621, 4.0804, 4.8042
Si, 9.5827, 4.0793, 4.7598
Si, 1.4212, 6.826, 4.8188
Si, 6.836, 6.8805, 4.7319
Si, 4.1432, 9.5713, 4.8463
Si, 9.5636, 9.5467, 4.7906
Si, 2.7542, 0.1037, 6.0613
Si, 8.2144, -0.0657, 6.2653
Si, 0.0369, 2.6667, 6.0371
Si, 5.4838, 2.7205, 6.2921
Si, 2.8225, 5.4708, 6.1807
Si, 8.1844, 5.4723, 6.0454
Si, 0.0206, 8.1813, 6.1535
Si, 5.5397, 8.2166, 6.2312
Si, 3.8469, 1.564, 7.6035
Si, 9.849, 1.1364, 7.4476
Si, 1.6386, 3.789, 7.3091
Si, 6.6615, 4.4081, 7.4834
Si, 4.4181, 6.6264, 7.5414
Si, 9.3796, 6.94, 7.4084
Si, 1.1491, 9.9114, 7.2955
Si, 7.1722, 9.2211, 7.6691
O, 8.3231, 8.0799, 7.9117
O, 2.726, 2.7271, 7.955
O, 9.7446, 1.4242, 24.3601
O, 4.0808, 6.8233, 24.1197
O, 0.037, 0.0211, 7.9539
O, 5.5364, 5.5032, 8.0321
O, 6.9066, 9.5401, 24.1837
O, 1.329, 3.8677, 24.2658
O, 3.8777, 7.3863, 8.9267
O, 0.8125, 4.3597, 8.5968
O, 9.8277, 6.1709, 8.8064
O, 2.1138, 9.3763, 8.5091
O, 7.5148, 3.9188, 8.8101
O, 4.2841, 0.9117, 9.0687
O, 6.7525, 9.5476, 9.2268
O, 9.2245, 1.8573, 8.7926
O, 7.903, 3.2296, 23.5834
O, 10.4915, 5.712, 23.5075
O, 5.0459, 0.3611, 23.4274
O, 5.8545, 4.9607, 23.3892
O, 3.2856, 2.4065, 23.1638
O, 2.3053, 8.7333, 23.2846
O, 8.7313, 7.7277, 23.4193
O, -0.004, 10.1746, 23.4916
Si, 4.4995, 1.5489, 22.4566
Si, 3.5189, 7.906, 14.0307
Si, 7.1503, 0.9311, 14.6621
Si, 0.9446, 9.2781, 22.525
Si, 1.2065, 4.2902, 11.8783
Si, 6.2958, 8.9374, 15.317
Si, 0.7068, 1.3467, 12.2932
Si, 8.6809, 4.9107, 20.5224
Si, 0.3403, 5.6993, 9.362
Si, 5.1373, 3.0901, 17.9329
Si, 0.9176, 3.7117, 16.7449
Si, 10.442, 2.7964, 19.2291
Si, 5.3001, 1.1653, 10.346
Si, 0.9256, 0.1286, 19.8652
Si, 6.6696, 9.4449, 10.8651
Si, 9.3779, 9.6448, 18.3278
Si, 9.4171, 9.2236, 12.5717
Si, 6.698, 3.7872, 22.6329
Si, 2.4547, 8.0576, 9.3777
Si, 10.6302, 7.3373, 17.0777
Si, 2.5497, 6.2612, 16.5769
Si, 10.2066, 4.4652, 14.1887
Si, 6.1772, 9.1523, 18.5139
Si, 7.983, 2.5626, 9.5785
Si, 8.9076, 2.1224, 12.4475
Si, 5.3798, 6.2109, 18.0652
Si, 3.9688, 0.5285, 19.4663
Si, 4.3028, 3.823, 12.046
Si, 5.573, 6.5825, 12.1335
Si, 8.0521, 2.4658, 17.2223
Si, 4.3928, 2.4572, 14.958
Si, 1.5735, 1.1841, 15.251
Si, 1.5975, 9.3918, 12.0464
Si, 8.0806, 6.8248, 13.8646
Si, 10.4157, 9.8078, 15.4873
Si, 9.8861, 6.9178, 22.5888
Si, 8.157, 5.4497, 17.4229
O, 6.0737, 7.942, 11.2883
O, 6.0557, 9.1752, 16.8965
O, 7.7143, 1.3346, 13.1925
O, 0.922, 1.7225, 13.8643
O, 9.4741, 6.2186, 16.8862
O, 6.7926, 6.1784, 13.128
O, 5.1692, 4.6255, 18.6062
O, 9.2671, 2.1067, 18.2754
O, 2.4109, 0.0549, 19.1053
O, 9.4512, 10.2045, 16.7694
O, 2.8144, 4.4209, 11.7083
O, 5.1075, 10.2909, 19.1038
O, 9.4542, 3.2182, 13.4906
O, 0.4981, 1.7196, 19.9651
O, 3.187, 1.3376, 15.053
O, 8.2147, 5.3469, 19.0378
O, 3.9371, 6.5635, 17.3815
O, 4.614, 3.2585, 16.3772
O, 9.0918, 5.6411, 14.3156
O, 5.7202, 2.583, 22.1617
O, 10.7091, 4.1152, 15.6822
O, 0.375, 3.8234, 18.2813
O, 10.4665, 10.4738, 19.2261
O, 9.6725, 10.0002, 14.0311
O, 11.0391, 7.9515, 22.0884
O, 1.2285, 2.1293, 16.5262
O, 9.7699, 3.6952, 20.4172
O, 8.1825, 3.9972, 16.6968
O, -0.0149, 9.0833, 11.9073
O, 6.6203, 2.3828, 18.004
O, 5.6045, 10.7017, 11.1955
O, 7.7881, 9.558, 18.8432
O, 10.0582, 1.0048, 12.0529
O, 1.3352, 6.9372, 9.0632
O, 0.6521, 4.7448, 13.3492
O, 5.7423, 7.5905, 18.9799
O, 5.2627, 5.0679, 11.5136
O, 2.7462, 6.9561, 15.115
O, 0.9433, 2.724, 11.4644
O, 0.8971, 10.6553, 15.5418
O, 2.4296, 8.5636, 10.9155
O, 4.7188, 2.4146, 11.2685
O, 4.2809, 3.4909, 13.6752
O, 2.2329, 4.6528, 16.4892
O, 10.7376, 8.2196, 15.6975
O, 6.9572, 10.264, 14.6672
O, 2.3703, 8.9296, 13.4274
O, 8.0661, 1.4922, 15.9054
O, 4.1591, 6.9755, 12.855
O, 4.2076, 1.9739, 18.7016
O, 7.3502, 4.4073, 21.2943
O, 8.4294, 2.9074, 11.1042
O, 1.2218, 6.8392, 17.3599
O, 5.6867, 1.5522, 14.7488
O, 8.1556, 9.7352, 11.5916
O, 9.2752, 6.2275, 21.2584
O, 8.9894, 7.6911, 12.8552
O, 1.6814, 0.0979, 11.8792
O, 6.6932, 6.1137, 17.0721
O, 7.4234, 7.7724, 15.0374
O, 1.2405, 10.2374, 21.243
O, 10.0683, 8.1663, 18.3557
O, 4.0261, 0.8486, 21.071
O, 0.3592, 5.3139, 10.9291
O, 6.7161, 1.5556, 9.6355
O, 4.8051, 8.6827, 14.6853

Results
free energy: -135976.127 eV
free energy less fixed offsets of O -568.88, P -755.39, Si -635.61 eV per atom: -1.237 eV

Forces (eV/angstrom), in the order of the atoms: element, x, y, z
Si, 0.0159, 0.0076, -0.0125
Si, -0.0013, -0.0013, -0.0019
Si, -0.0133, -0.0149, -0.0126
Si, 0.0007, 0.004, -0.0059
Si, -0.0038, -0.0004, -0.0024
Si, 0.0022, 0.0053, 0.0046
Si, 0.0011, 0.0004, 0.0005
Si, -0.0036, -0.0005, 0.0036
P, -0.0086, 0.0024, -0.0218
Si, -0.0001, -0.001, -0.0009
Si, 0.008, 0.0017, 0.001
Si, -0.0021, 0.0023, 0.0016
Si, 0.0016, -0.0009, -0.0015
Si, -0.0006, 0.001, 0.0025
Si, -0.0004, 0.0005, 0.0014
Si, -0.001, -0.0062, -0.0013
Si, 0.0084, -0.0066, 0.0196
Si, -0.0046, 0.0011, 0.0038
P, -0.002, 0.0023, 0.0075
Si, -0.0022, -0.0007, 0.0023
Si, -0.0022, 0.0056, 0.0032
Si, -0.001, 0.0014, -0.0016
Si, 0.0012, 0.0024, 0.0025
Si, 0.0027, -0.0027, -0.0037
Si, 0.0004, -0.0011, 0.0001
Si, 0.0023, 0.0033, 0
Si, -0.003, -0.0028, 0.0004
Si, 0.0006, 0.0026, -0.0006
Si, 0.0007, -0.0007, -0.0021
Si, -0.0027, -0.0012, -0.0007
Si, 0.0006, -0.0009, -0.0002
Si, -0.0004, 0.0001, -0.0013
Si, -0.0016, -0.001, 0.0016
Si, 0.0007, 0.0026, 0.0008
Si, 0.0008, 0.0018, 0.0011
Si, -0.0018, -0.0024, 0.0017
Si, 0.0028, 0.0014, 0.0008
Si, -0.0005, -0.001, 0.0006
Si, -0.003, -0.0004, 0.0009
Si, 0.0009, 0.001, 0.0009
Si, 0.1219, -0.092, -0.0345
Si, -0.1576, 0.033, -0.0549
Si, -0.0431, -0.1023, -0.0438
Si, -0.1263, 0.1236, 0.119
Si, -0.0029, 0.1714, -0.0984
Si, 0.0555, -0.0868, 0.0243
Si, -0.1467, 0.0216, -0.072
Si, 0.0827, 0.0368, -0.0307
Si, 0.0513, -0.043, 0.1353
Si, -0.04, 0.036, -0.099
Si, -0.0481, -0.0178, 0.0588
Si, 0.0666, -0.1002, 0.0411
Si, -0.0036, 0.1443, -0.1347
Si, 0.0831, -0.0977, 0.1227
Si, 0.141, -0.077, 0.0024
Si, 0.0001, 0.0257, 0.0578
Si, -0.0002, 0.0009, 0.0001
Si, -0.0009, -0.0005, -0.0003
Si, 0.0008, 0.0006, 0.0002
Si, -0.0011, -0.0001, -0.0002
Si, -0.0006, -0.001, 0
Si, 0.0002, 0.0011, 0.0001
Si, -0.0014, 0.0001, 0
Si, 0.0013, 0.0002, 0.0002
Si, 0.0003, -0.0004, -0.001
Si, -0.0007, -0.0003, 0.0005
Si, -0.0001, 0.0003, -0.0017
Si, 0.0001, -0.0003, 0.0004
Si, -0.0002, -0.0003, 0.0001
Si, -0.0002, 0, 0.0001
Si, 0.0007, 0.0013, 0.0005
Si, -0.0011, -0.0004, -0.0003
Si, -0.0009, 0, 0.0008
Si, -0.0003, 0.0005, -0.001
Si, -0.0002, 0.0006, -0.0002
Si, -0.0003, 0.0003, 0.0006
Si, -0.0007, -0.0005, -0.0004
Si, 0.0005, 0.0009, 0.0016
Si, -0.0004, -0.0005, -0.0002
Si, -0.0003, 0.0001, 0.0004
Si, 0.0003, -0.0004, -0.0005
Si, 0.0003, -0.0003, 0.0014
Si, -0.0001, 0.0003, -0.0004
Si, 0, 0, 0.0008
Si, 0.0003, 0.0002, 0.0011
Si, -0.0004, 0.0006, -0.0008
Si, -0.0007, 0.0003, 0.0005
Si, -0.0004, -0.0004, -0.0009
Si, 0, -0.0001, 0.0004
Si, -0.0007, 0.0011, -0.0005
Si, -0.0021, 0.0006, -0.0002
Si, 0.0001, 0.0007, -0.0007
Si, 0.0008, 0.0004, -0.0023
Si, -0.0018, 0, -0.0024
Si, 0.0005, 0, 0.0001
Si, -0.0004, -0.0011, -0.0018
O, 0.0025, 0.0018, 0.0016
O, 0.0013, 0.0007, -0.0008
O, -0.0032, -0.0036, 0.0067
O, -0.0031, -0.0017, -0.0031
O, -0.0009, -0.0011, -0.0003
O, -0.0016, -0.0016, 0.0009
O, 0.001, 0.0021, -0.0022
O, 0.0039, 0.0049, 0.0056
O, -0.0007, 0.0005, 0.0008
O, 0, 0.0001, 0.0004
O, 0.0008, -0.0002, 0.0007
O, -0.0004, 0.0001, 0
O, 0.0001, -0.0003, 0.0005
O, 0, 0.0001, 0.0002
O, -0.0003, 0.0004, 0.0002
O, -0.0002, 0, 0.0002
O, 0.0006, -0.001, 0.0002
O, 0.0011, -0.0008, -0.0011
O, -0.0005, 0.0009, 0.0008
O, 0.0005, -0.0005, -0.0011
O, 0.003, 0.0021, 0.0006
O, -0.0019, 0.0014, 0
O, 0.001, -0.0013, -0.0015
O, -0.0019, -0.0014, -0.0001
Si, -0.001, -0.0006, 0.0014
Si, -0.0003, 0.0001, -0.0004
Si, -0.0002, 0.0002, -0.0005
Si, 0.0008, 0.0008, 0.001
Si, -0.0003, -0.0001, -0.0003
Si, -0.0003, 0.0001, -0.0004
Si, -0.0002, 0, -0.0003
Si, 0.0004, -0.0005, -0.0007
Si, -0.0007, 0.0003, -0.0009
Si, -0.0002, 0.0001, -0.0007
Si, -0.0004, 0.0001, -0.0003
Si, 0.0001, -0.0002, -0.0001
Si, -0.0001, 0.0002, -0.0004
Si, -0.0005, 0.0007, -0.0003
Si, -0.0006, 0.0002, -0.0007
Si, 0, 0.0004, -0.0004
Si, -0.0002, 0.0001, 0
Si, -0.0008, -0.0004, -0.0003
Si, -0.0001, 0, -0.0002
Si, -0.0003, 0.0002, -0.0005
Si, -0.0004, 0.0002, -0.0006
Si, -0.0004, 0.0001, -0.0005
Si, -0.0002, 0.0003, -0.0007
Si, -0.0002, 0.0002, -0.0008
Si, -0.0003, 0.0001, -0.0003
Si, -0.0003, 0.0001, -0.0007
Si, -0.0006, 0.0001, -0.0004
Si, -0.0001, 0.0002, -0.0002
Si, -0.0002, 0.0001, -0.0002
Si, -0.0001, 0.0001, -0.0005
Si, -0.0003, 0.0002, -0.0005
Si, -0.0004, 0.0002, -0.0005
Si, -0.0001, 0.0003, -0.0002
Si, -0.0003, 0.0001, -0.0004
Si, -0.0003, 0.0002, -0.0004
Si, -0.0004, 0.0012, -0.0005
Si, -0.0002, 0.0001, -0.0005
O, -0.0003, 0.0001, 0
O, -0.0005, 0.0001, 0.0001
O, -0.0005, 0.0001, 0.0001
O, -0.0002, 0.0001, 0.0001
O, -0.0003, 0.0002, 0.0002
O, -0.0003, 0.0003, 0
O, -0.0003, 0.0002, 0.0002
O, -0.0007, 0.0002, -0.0001
O, 0.0002, 0.0002, 0.0001
O, -0.0003, 0, 0
O, -0.0003, 0.0001, -0.0001
O, -0.0002, 0, 0.0001
O, -0.0003, 0.0002, 0
O, -0.0004, 0, -0.0001
O, -0.0002, 0.0002, 0.0001
O, -0.0004, 0.0002, 0
O, -0.0002, 0.0001, 0.0002
O, -0.0003, 0.0002, 0.0001
O, -0.0002, 0.0002, -0.0001
O, -0.0001, 0, -0.0006
O, -0.0002, 0.0002, 0.0001
O, -0.0002, 0.0003, -0.0002
O, -0.0006, -0.0001, 0
O, -0.0003, 0.0002, 0.0001
O, -0.0005, -0.0002, 0.0002
O, -0.0003, 0.0002, 0
O, -0.0005, 0.0004, 0.0001
O, -0.0003, 0.0002, 0.0002
O, -0.0002, 0.0001, -0.0002
O, -0.0004, 0.0002, 0.0002
O, -0.0004, 0.0002, 0.0001
O, -0.0005, 0.0001, 0.0002
O, -0.0003, 0.0002, 0
O, -0.0003, -0.0001, 0.0001
O, -0.0003, 0.0002, -0.0001
O, -0.0004, 0.0001, 0.0002
O, -0.0003, 0.0001, 0
O, -0.0003, 0.0002, 0.0001
O, -0.0004, 0.0002, -0.0001
O, -0.0003, 0.0002, 0.0001
O, -0.0002, 0, -0.0001
O, -0.0003, 0.0001, 0
O, -0.0003, 0, 0.0001
O, -0.0002, 0.0002, 0.0001
O, -0.0002, 0.0002, 0
O, -0.0004, 0.0002, 0
O, -0.0003, 0.0002, 0
O, -0.0004, 0.0001, 0
O, -0.0003, 0.0002, 0
O, -0.0003, 0.0002, 0.0001
O, 0, -0.0001, 0.0003
O, 0, 0.0001, 0.0002
O, -0.0002, 0.0002, 0.0001
O, -0.0002, 0.0002, 0.0001
O, -0.0001, 0.0001, 0
O, 0, 0.0003, 0.0006
O, -0.0003, 0.0002, 0
O, -0.0004, 0, -0.0001
O, -0.0004, 0.0002, 0.0002
O, -0.0003, 0.0001, 0.0001
O, -0.0007, 0, 0.0003
O, -0.0002, 0, 0.0002
O, -0.0002, 0.0002, 0.0006
O, -0.0002, 0, 0.0001
O, -0.0005, 0.0001, 0.0001
O, -0.0002, 0.0002, 0.0001

The program warned: the cutoff lies below the one the program advises for these potential files; the forces do not sum to zero within the program's tolerance; the exchange-correlation potential is rough where the density is thin.
